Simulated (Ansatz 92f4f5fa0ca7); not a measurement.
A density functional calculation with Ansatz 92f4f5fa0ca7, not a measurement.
Periodic cell of 237 atoms, Si146O90B1, from a study of silicon, its oxide and their interface. The atomic structure is a simulated model.
Doubt: the cutoff is far below the 930 eV that the study's wrapper takes by default for these files, so forces and energies are approximate.
This geometry differs little from another in the collection (a relaxation step or a small displacement).

Settings
functional: PBE
potential files: Ansatz PAW
basis: plane waves
wave-function cutoff: 580 eV
density cutoff ratio: 5
exchange-correlation grid ratio: 1
k mesh: 1 x 1 x 1, Gamma-centred
self-consistency stop: 5e-08 eV per atom in the density residual
occupations: fixed
spin: none
net charge: -1 e, with a uniform compensating background and no finite-size correction

Cell vectors (angstrom)
a, 11.6015, 0, 0
b, 0, 10.938, 0
c, 0, 0, 32.0622

Atoms and the computed forces on them: element, x, y, z (angstrom), force x, y, z (eV/angstrom)
Si, -0.22, -0.0638, 23.2055, -0.0124, 0.0119, -0.035
Si, 3.6537, 0.185, 23.091, 0.0145, -0.0028, -0.0079
Si, 7.5615, -0.1453, 23.4071, -0.0006, -0.0216, -0.0236
Si, 1.6649, 1.3631, 23.3899, -0.0131, 0.0073, -0.0302
Si, 5.7242, 1.3687, 23.1816, -0.0086, 0.0043, -0.0304
Si, 9.4115, 1.2523, 23.1867, 0.0286, -0.0152, -0.0111
Si, 0.1524, 5.2971, 23.4381, -0.0082, -0.0107, -0.002
Si, 4.129, 5.2809, 23.3927, 0.0041, -0.0105, -0.0237
Si, 8.032, 5.5989, 23.54, -0.0073, -0.0052, -0.0224
Si, 2.1581, 6.5658, 23.3639, 0.0038, 0.0111, -0.0176
Si, 5.9617, 6.755, 23.4983, -0.0016, 0.001, -0.0101
Si, 10.0032, 6.8546, 23.6277, 0.0216, 0.0098, -0.0272
Si, 1.8948, 2.6424, 25.3726, 0.0013, -0.0076, 0.0025
Si, 5.8306, 2.6378, 25.24, 0.0008, -0.0063, -0.0023
Si, 9.629, 2.648, 25.1832, -0.0035, 0.0135, 0.0128
Si, 11.5868, 3.9839, 25.3664, 0.0076, 0.0076, -0.0061
Si, 3.8866, 3.946, 25.3117, -0.0071, 0.0068, -0.0025
Si, 7.7476, 4.068, 25.3275, 0.0007, 0.0009, 0.0077
Si, 1.9528, 8.1486, 25.1767, -0.0025, -0.0002, 0.0042
Si, 5.7735, 8.177, 25.3658, 0.0002, -0.0018, -0.0019
Si, 9.7056, 8.2746, 25.4426, 0.0013, -0.0041, -0.0081
Si, 11.6224, 9.581, 25.2303, -0.0044, 0.0046, -0.0104
Si, 3.8506, 9.5788, 25.0649, 0.0003, 0.0017, -0.0019
Si, 7.688, 9.5315, 25.3908, 0.001, -0.0016, 0.0031
Si, 11.64, -0.0123, 27.1902, 0.0018, -0.006, 0.0017
Si, 3.896, -0.0587, 27.1102, -0.0038, -0.0058, -0.0007
Si, 7.7601, -0.02, 27.2783, -0.0032, 0.0008, -0.0048
Si, 1.9784, 1.306, 27.2819, 0.0044, 0.0023, -0.0088
Si, 5.8267, 1.3145, 27.1917, 0.0026, -0.0005, 0.0047
Si, 9.6901, 1.3379, 27.1666, 0.0014, -0.0027, -0.001
Si, 11.582, 5.4577, 27.2141, 0.0005, 0.0042, 0.0048
Si, 3.8396, 5.4177, 27.1945, -0.002, -0.0044, -0.0008
Si, 7.7098, 5.452, 27.248, 0.0056, 0.0009, -0.0053
Si, 1.9244, 6.8182, 27.1548, 0.0008, -0.0032, -0.0045
Si, 5.7568, 6.7934, 27.2638, 0.0008, -0.0085, 0.0007
Si, 9.6494, 6.8131, 27.2865, -0.0036, -0.0006, -0.0077
Si, 1.9382, 2.7229, 29.1776, 0.0067, 0.0006, 0.0053
Si, 5.7917, 2.7222, 29.112, -0.0026, -0.0004, 0.0006
Si, 9.6739, 2.7232, 29.1135, 0.0012, 0.0024, -0.0001
Si, 0.0046, 4.0954, 29.146, 0.0016, -0.002, 0.0033
Si, 3.86, 4.0938, 29.1566, -0.0029, -0.0073, -0.0014
Si, 7.7308, 4.0871, 29.1694, -0.0017, -0.0064, 0.001
Si, 1.9333, 8.1847, 29.1034, 0.0003, 0.0001, 0.0004
Si, 5.7921, 8.1795, 29.1761, -0.0027, 0.0004, 0.0061
Si, 9.6673, 8.1869, 29.2073, 0.0005, 0.0038, 0.0041
Si, -0.0007, 9.5552, 29.1313, -0.0005, -0.0019, -0.0026
Si, 3.8688, 9.5529, 29.0972, 0.0033, -0.0055, -0.0088
Si, 7.7315, 9.5439, 29.1929, 0.0036, -0.004, 0.006
Si, -0.0036, -0.0007, 31.0747, 0.0015, 0.0048, 0.0033
Si, 3.8564, 0.0038, 31.0476, 0.001, 0.0091, 0.0033
Si, 7.726, 0.0078, 31.099, -0.0009, 0.0017, 0.0005
Si, 1.9251, 1.3713, 31.1106, -0.0005, -0.0036, -0.0047
Si, 5.791, 1.3714, 31.0517, 0.0014, -0.0026, -0.0002
Si, 9.6637, 1.367, 31.0667, -0.0003, -0.0068, 0.0029
Si, 0.0059, 5.4681, 31.0796, 0.0001, 0.0002, 0.0038
Si, 3.8658, 5.477, 31.0884, 0.0011, 0.0032, -0.0007
Si, 7.738, 5.4647, 31.11, -0.0006, 0.0033, 0.0028
Si, 1.9339, 6.8443, 31.0592, 0.0002, -0.0043, 0.0012
Si, 5.8022, 6.8327, 31.1107, 0.0013, 0.0008, -0.002
Si, 9.6744, 6.8292, 31.1378, 0.0008, -0.0032, -0.0032
Si, 1.9278, 2.7534, 0.9825, 0.0025, 0.0018, 0.0011
Si, 5.7932, 2.7515, 0.9176, -0.0024, 0.0004, -0.0044
Si, 9.664, 2.7364, 0.9525, 0.0019, 0.0022, 0.0031
Si, -0.0144, 4.113, 0.9513, -0.0029, -0.0012, -0.0024
Si, 3.8621, 4.1218, 0.9692, 0.0008, -0.0025, 0.0023
Si, 7.7369, 4.1133, 0.9875, 0.002, -0.001, 0.0035
Si, 1.9272, 8.2212, 0.9339, -0.0005, 0.0017, 0.0011
Si, 5.7937, 8.2324, 0.9594, 0.0032, 0.0008, 0.0003
Si, 9.6657, 8.2267, 0.9989, -0.0033, 0.0039, 0.0055
Si, -0.0046, 9.5982, 0.9719, -0.0032, -0.0003, 0.002
Si, 3.8564, 9.5981, 0.9477, 0.0011, -0.0031, 0.0027
Si, 7.7339, 9.5883, 0.9762, 0.0036, -0.0028, -0.0004
Si, 11.6081, 0.0417, 2.9157, 0.0005, -0.0007, 0.0004
Si, 3.8541, 0.0313, 2.9044, -0.0008, 0.0001, -0.0001
Si, 7.739, 0.0312, 2.8972, 0.0002, -0.0001, 0.0016
Si, 1.9325, 1.4119, 2.9287, -0.0005, 0.0007, -0.0001
Si, 5.8095, 1.377, 2.8278, 0.0006, -0.0006, 0.0009
Si, 9.6595, 1.3959, 2.9126, 0.0014, 0.0011, -0.0006
Si, 11.5645, 5.511, 2.8607, -0.0004, 0.0013, 0.0019
Si, 3.875, 5.5061, 2.9048, 0.0012, 0.0006, 0.0005
Si, 7.736, 5.5221, 2.9132, -0.0007, 0.0009, 0
Si, 1.9118, 6.8345, 2.8522, 0.0005, -0.0022, -0.0003
Si, 5.8078, 6.8721, 2.8836, 0.001, -0.0021, 0.0003
Si, 9.6594, 6.91, 2.9667, -0.0008, -0.0014, -0.0003
Si, 1.9118, 2.845, 4.8278, -0.001, 0.0012, 0.0004
Si, 5.8349, 2.7378, 4.7377, -0.0034, 0.0022, 0.0001
Si, 9.5967, 2.8098, 4.8275, -0.0005, -0.0006, 0.0014
Si, 11.5399, 4.1491, 4.7769, -0.0012, 0, -0.0015
Si, 3.9172, 4.1136, 4.8237, -0.0008, 0.0007, -0.0023
Si, 7.715, 4.2201, 4.8821, -0.0011, 0.0001, -0.0023
Si, 1.8898, 8.1572, 4.7986, -0.0007, 0.0025, -0.0006
Si, 5.8083, 8.2687, 4.787, 0.0007, 0.002, -0.003
Si, 9.6623, 8.3302, 4.9105, -0.0005, 0.0012, -0.0035
Si, 11.6338, 9.6641, 4.8849, 0.0005, 0.0007, -0.0007
Si, 3.819, 9.4985, 4.7812, 0, 0.0002, 0.0012
Si, 7.7232, 9.6875, 4.8857, 0.0002, -0.0015, 0.0003
Si, 11.5959, 0.2439, 6.7749, -0.0002, 0.002, 0.006
Si, 3.756, -0.0409, 6.6476, -0.0014, 0.0036, -0.0002
Si, 7.7121, 0.068, 6.906, 0.0007, 0.0029, 0.0074
Si, 2.0518, 1.5173, 6.7642, 0.0041, -0.0026, 0.005
Si, 5.7147, 1.2892, 6.6126, 0, -0.0004, 0.0028
Si, 9.6458, 1.5364, 6.827, 0.002, 0.0013, 0.0016
Si, 11.5258, 5.513, 6.6962, -0.0022, -0.0015, 0.0035
Si, 3.9826, 5.4414, 6.7969, -0.0004, -0.0033, 0.0054
Si, 7.7348, 5.6839, 6.8305, -0.001, 0.0005, 0.0084
Si, 1.9758, 6.6562, 6.6551, 0.0014, 0.0035, 0.0056
Si, 5.8091, 6.9923, 6.751, 0.0012, 0.0025, 0.0056
Si, 9.7523, 7.0536, 6.9167, 0.0023, 0.0013, 0.0047
O, 9.989, 7.9877, 8.3065, -0.0028, -0.0062, -0.0063
O, 7.6511, 9.9551, 8.2245, 0.0017, 0.0014, -0.0027
O, 7.398, 4.7482, 8.1698, -0.0014, 0.0055, -0.003
O, 3.3806, 10.3551, 8.1984, -0.0008, -0.0018, -0.0005
O, 2.0277, 7.566, 8.0318, -0.0015, -0.0046, -0.0065
O, 4.0093, 4.5907, 8.2523, 0.0006, 0.0039, -0.001
O, 9.7813, 2.4651, 8.2166, -0.001, -0.0031, -0.0038
O, 2.6289, 2.3415, 8.1298, -0.0044, -0.0022, -0.0045
O, 11.3963, 4.5811, 8.0644, 0.0006, 0.002, -0.0012
O, 5.3726, 2.3803, 7.8133, 0.0027, -0.0037, -0.0035
O, 5.8086, 8.0016, 8.0882, -0.0013, -0.0065, -0.0061
O, 11.3009, 10.3296, 8.1553, 0, 0.0029, -0.0012
O, 11.3439, 9.9995, 21.7776, 0.0034, 0.0131, 0.0223
O, 3.2507, 10.6621, 21.5185, -0.001, -0.0068, 0.0122
O, 5.7282, 7.7478, 22.181, 0.0022, -0.006, 0.0109
O, 4.2856, 4.4806, 21.9279, 0.0074, 0.0114, 0.0199
O, 7.6529, 9.6311, 22.1886, -0.0037, 0.0142, 0.0177
O, 10.2867, 7.648, 22.2009, -0.0086, -0.0161, 0.0163
O, 1.5724, 2.427, 22.1302, -0.067, 0.0378, -0.0569
O, 5.8987, 2.3948, 21.8779, -0.0022, -0.012, 0.0158
O, 8.4852, 4.7226, 22.2201, -0.0063, 0.0108, -0.0037
O, -0.1148, 4.4512, 22.0315, 0.0072, -0.0142, -0.009
O, 2.3747, 7.3973, 21.9483, -0.0039, -0.0043, 0.0106
O, 8.9815, 1.8872, 21.7576, 0.0444, 0.0362, -0.0416
Si, 1.9038, 7.8024, 9.6149, 0.0009, 0.0037, 0.0002
Si, 5.0868, 0.5844, 17.7272, 0.0013, -0.0054, -0.0209
Si, 2.5099, 5.4543, 14.0495, -0.0025, -0.0015, -0.0057
Si, 10.5481, 3.8967, 14.0836, 0.0039, 0.0029, -0.0065
Si, 8.3061, 2.3844, 15.3728, 0.0039, 0.0049, -0.0151
B, 9.5163, 2.2053, 20.3946, -0.0023, 0.0355, -0.0639
Si, 10.5116, 3.6647, 9.0721, -0.0008, 0.0006, -0.0015
Si, 0.0153, 2.3461, 11.5786, -0.0003, 0.0015, -0.0069
Si, 11.0253, 8.1919, 15.4195, 0.0016, 0.0002, -0.0067
Si, 5.1941, 6.9454, 14.0137, -0.002, -0.0003, -0.0088
Si, 5.7703, 2.6407, 11.1407, -0.0023, 0.0055, -0.0053
Si, 8.5992, 7.5721, 19.3917, -0.0169, -0.0074, -0.0134
Si, 8.2395, 4.7065, 20.6033, 0.0096, -0.0182, -0.0244
Si, 5.9668, 9.6108, 15.2404, -0.0002, -0.0028, -0.0092
Si, 2.1164, 7.5735, 20.3526, 0.0079, -0.0082, -0.0145
Si, 1.8678, 4.8177, 18.8234, -0.0073, 0.0096, -0.0159
Si, 4.4587, 3.432, 18.023, 0.0029, 0.0063, -0.0215
Si, 8.5409, 8.9976, 16.8903, -0.0006, 0.0049, -0.0234
Si, 0.8413, 9.5093, 13.3022, 0.0014, 0.0033, -0.0104
Si, 9.9089, 10.6771, 11.7293, 0.0021, 0.0031, -0.0048
Si, 5.3936, 3.6873, 21.002, -0.0092, 0.0015, -0.0255
Si, 0.5976, 5.5672, 16.278, 0.0011, 0.0006, -0.0115
Si, 10.7712, 9.1682, 9.1525, 0.0025, 0.0027, -0.0015
Si, 6.5585, 8.8245, 21.2807, 0.0027, 0.0006, -0.0113
Si, 7.1222, 7.1296, 11.4952, 0.0028, 0.0005, -0.0093
Si, 2.6719, 0.7676, 12.2114, -0.0035, 0.0008, -0.0105
Si, 10.8915, 8.6117, 21.037, 0.0009, 0.0002, -0.0041
Si, 6.0339, 4.3243, 15.6586, -0.0009, -0.0013, 0.0001
Si, 7.1095, 0.5138, 13.0388, 0.0016, 0.0043, -0.0024
Si, 4.0756, 2.9833, 8.5992, 0.0005, 0.0027, -0.0016
Si, 0.8853, 6.7604, 11.9173, 0.0023, 0.0016, -0.0047
Si, 6.5635, 9.0662, 9.0817, -0.0015, 0.0036, -0.0009
Si, 0.5016, 3.1977, 21.1407, -0.0347, -0.1065, -0.083
Si, 9.7998, 6.5485, 12.9264, -0.0061, 0.0011, -0.0094
Si, 7.7218, 4.5571, 9.7541, 0.0032, 0.0001, -0.0008
Si, 3.979, 10.0217, 20.1908, 0.0145, 0.0009, -0.0104
Si, 4.2718, 3.0663, 13.5337, -0.0028, 0.0014, -0.0074
Si, 3.8467, 10.0328, 9.7355, -0.0014, 0.0028, -0.0033
Si, 8.1328, 0.8398, 18.204, -0.0069, -0.011, -0.0312
O, 11.4651, 3.263, 12.9015, -0.0092, 0.0076, 0.0089
O, 9.3476, 4.4976, 9.8728, -0.001, 0.0015, -0.0003
O, 8.9845, 3.4831, 19.9197, 0.0511, -0.0686, 0.0754
O, 4.0436, -0.0701, 18.8059, -0.005, -0.007, 0.0144
O, 11.3576, 4.5881, 15.3006, -0.001, 0.0002, 0.0054
O, 9.8457, 9.8154, 10.3316, -0.0008, 0.0024, 0.0038
O, 3.77, 1.5701, 13.1139, 0.0032, 0.0048, 0.0013
O, 0.6587, 9.1031, 14.8661, -0.0033, -0.0001, 0.0053
O, 6.5028, 0.9858, 18.4352, 0.0207, 0.0047, 0.0049
O, 4.7274, 3.181, 19.6103, 0.0098, 0.0115, 0.0331
O, 6.2864, 1.2317, 11.8067, 0.0049, 0.0025, 0.0095
O, 0.5333, 8.6506, 9.8699, -0.0019, 0.0003, 0.0008
O, 5.5652, 4.36, 17.2265, -0.0087, -0.0077, -0.0001
O, 8.4531, 7.2368, 12.3943, 0.0044, 0.0007, 0.0029
O, 4.4362, 2.6344, 10.1578, 0.0037, 0.0003, 0.0054
O, 2.0905, 5.6867, 15.6017, -0.0056, 0.0036, 0.0075
O, 3.3541, 0.1018, 10.8951, -0.0043, 0.003, 0.005
O, 5.8947, 7.2317, 12.5564, -0.0029, -0.0014, 0.0084
O, 2.3469, 6.2345, 19.4713, -0.0116, -0.0026, 0.0035
O, 0.6226, 4.9968, 17.7875, 0.0267, 0.0012, 0.0315
O, 8.4238, 10.7114, 12.3949, -0.0067, 0.0048, 0.0053
O, 5.4677, 10.0896, 9.7112, -0.0014, -0.0003, -0.0006
O, 0.5757, 8.0553, 20.2027, 0.0074, -0.0033, 0.0099
O, 9.7756, 2.6459, 14.7471, -0.0107, 0.0006, 0.0062
O, 2.0204, 10.6117, 13.2159, -0.0034, -0.0025, 0.0013
O, 9.9837, 9.1693, 16.16, -0.012, 0.0015, 0.0081
O, 6.1517, 10.3661, 13.7929, 0.0037, 0.0031, 0.0076
O, 7.5118, 1.5714, 14.2013, 0.0029, -0.0055, 0.0019
O, 1.4805, 3.8022, 19.9944, -0.1013, -0.0598, 0.0611
O, 5.9276, 5.7769, 14.9051, 0.0034, -0.0063, 0.0059
O, 7.4078, 9.0249, 15.7238, 0.0078, 0.0027, 0.0087
O, 1.4941, 1.7042, 11.6255, 0.0022, -0.0003, 0.0063
O, 7.1948, 8.3052, 10.367, -0.001, -0.0013, 0.0051
O, 4.3639, 1.9781, 17.2807, 0.0008, 0.0052, 0.0088
O, 7.0496, 3.1827, 10.2941, -0.0022, 0.0005, 0.0062
O, 11.5645, 7.0553, 16.4327, 0.0008, -0.0004, 0.0041
O, 8.3286, 10.1864, 17.9329, -0.0044, 0.0458, 0.0167
O, 3.2538, 8.561, 10.108, -0.0012, 0.0016, 0.0004
O, 7.5801, 3.832, 15.5915, -0.0046, -0.0051, 0.0032
O, 3.0535, 4.2135, 17.9005, -0.0051, -0.0035, 0.0075
O, 2.9189, 3.9243, 13.7239, 0.0027, 0.0011, 0.0036
O, 1.3425, 8.2282, 12.4456, 0.0001, 0.0049, 0.005
O, 1.2335, 5.7033, 13.0822, 0.0039, -0.0017, 0.0033
O, 5.0476, 8.304, 14.9024, 0.0019, 0.0052, 0.0035
O, 10.996, 2.2298, 20.4972, 0.0583, 0.1408, 0.1325
O, 10.9994, 10.0263, 12.7442, 0.0021, -0.0002, 0.0019
O, 5.2843, 3.6215, 12.3601, -0.0056, -0.0029, 0.0043
O, 5.1108, 3.1889, 14.9117, 0.0097, 0.0041, 0.0043
O, 6.5897, 4.6896, 20.5268, 0.0126, -0.0345, 0.0051
O, 8.4526, 1.5972, 16.7696, -0.0069, -0.0171, 0.0303
O, 10.3982, 1.2673, 11.4475, -0.0016, 0.0004, 0.0026
O, 10.8796, 6.6278, 11.6942, -0.0057, 0.0005, 0.0084
O, 3.2015, 8.6506, 19.8005, -0.0112, -0.0097, 0.0147
O, 1.7076, 6.4577, 10.5304, -0.0015, -0.0007, 0.0053
O, 7.1825, 8.054, 20.0169, 0.0083, 0.0018, 0.0146
O, 8.4983, 7.6068, 17.7547, 0.0018, -0.0072, 0.0149
O, 3.6918, 6.4703, 13.6388, 0.0017, -0.0006, 0.0012
O, 9.5504, 5.0058, 13.3957, 0.0035, 0.0016, 0.0036
O, 5.5205, 9.8959, 20.6757, -0.0006, -0.0161, 0.0031
O, 10.3132, 7.4394, 14.168, 0.0024, 0.0059, 0.0084
O, 8.8355, 6.0507, 19.8825, -0.002, -0.0141, 0.0105
O, 7.0832, 5.7332, 10.6641, 0.0007, 0.0044, 0.0035
O, 5.2955, 10.5507, 16.4041, -0.0049, 0.0078, 0.0117
O, 9.0745, 1.1834, 19.4374, 0.0044, 0.0328, -0.0021
O, 11.5759, 3.1844, 10.1878, 0.0009, -0.002, 0.0055
O, 9.7393, 8.6353, 19.891, 0.0141, -0.001, 0.0138

Results
free energy: -144145.687 eV
free energy less fixed offsets of B -154.04, O -568.88, Si -635.61 eV per atom: 6.613 eV

The program warned: the cutoff lies below the one the program advises for these potential files; the exchange-correlation potential is rough where the density is thin.
